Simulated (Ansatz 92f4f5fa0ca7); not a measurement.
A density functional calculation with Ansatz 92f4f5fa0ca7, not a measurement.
Periodic cell of 222 atoms, Si131O89P2, from a study of silicon, its oxide and their interface. The atomic structure is a simulated model.
Doubt: the cutoff is far below the 930 eV that the study's wrapper takes by default for these files, so forces and energies are approximate.

Settings: functional PBE; potential files Ansatz PAW; basis plane waves; wave-function cutoff 580 eV; density cutoff ratio 5; exchange-correlation grid ratio 1; k mesh 1 x 1 x 1, Gamma-centred; self-consistency stop 5e-08 eV per atom in the density residual; occupations fixed; spin none; net charge 0.

Cell vectors (angstrom)
a, 10.938, 0, 0
b, 0, 10.938, 0
c, 0, 0, 32.1988

Atoms: element, x, y, z (angstrom)
Si, 10.6323, 0.2867, 24.8469
Si, 5.654, 10.7636, 24.8253
P, 2.4065, 2.9715, 24.5917
Si, 8.4529, 2.5311, 24.8238
P, 0.1039, 5.3186, 24.6055
Si, 5.1188, 5.7169, 24.6865
Si, 2.8693, 7.9602, 24.6196
Si, 7.8681, 8.5118, 24.6424
Si, 1.4169, 1.4244, 26.026
Si, 6.8649, 1.3657, 26.1493
Si, 4.0278, 3.9956, 25.9452
Si, 9.6612, 4.1548, 26.0636
Si, 1.3021, 6.7493, 25.9911
Si, 6.7646, 6.86, 25.9826
Si, 4.0366, 9.53, 26.0274
Si, 9.4782, 9.5821, 26.0806
Si, 2.7016, -0.0127, 27.3875
Si, 8.1722, -0.0269, 27.5189
Si, 0.0375, 2.7524, 27.4329
Si, 5.4532, 2.7633, 27.4009
Si, 2.7075, 5.4115, 27.3633
Si, 8.1788, 5.4892, 27.3483
Si, -0.017, 8.1909, 27.3611
Si, 5.4386, 8.2059, 27.4182
Si, 4.0891, 1.3614, 28.7592
Si, 9.5875, 1.3667, 28.7888
Si, 1.3657, 4.1094, 28.8046
Si, 6.8384, 4.1213, 28.759
Si, 4.0828, 6.801, 28.7456
Si, 9.5501, 6.8384, 28.7493
Si, 1.3462, 9.5539, 28.7564
Si, 6.7917, 9.5491, 28.8322
Si, 0.0101, -0.0087, 30.1483
Si, 5.4485, 0.0135, 30.1605
Si, 2.7364, 2.7324, 30.1455
Si, 8.2032, 2.7428, 30.1371
Si, -0.0141, 5.4821, 30.1424
Si, 5.4669, 5.468, 30.1389
Si, 2.7278, 8.1919, 30.1264
Si, 8.2045, 8.1941, 30.1532
Si, 1.3673, 1.3673, 31.515
Si, 6.8362, 1.3673, 31.515
Si, 4.1018, 4.1018, 31.515
Si, 9.5708, 4.1018, 31.515
Si, 1.3673, 6.8362, 31.515
Si, 6.8362, 6.8362, 31.515
Si, 4.1018, 9.5708, 31.515
Si, 9.5708, 9.5708, 31.515
Si, 2.7345, 0, 0.6835
Si, 8.2035, 0, 0.6835
Si, 0, 2.7345, 0.6835
Si, 5.469, 2.7345, 0.6835
Si, 2.7345, 5.469, 0.6835
Si, 8.2035, 5.469, 0.6835
Si, 0, 8.2035, 0.6835
Si, 5.469, 8.2035, 0.6835
Si, 4.1262, 1.3556, 2.0552
Si, 9.5682, 1.356, 2.0545
Si, 1.3704, 4.1173, 2.0387
Si, 6.8508, 4.0838, 2.0593
Si, 4.1063, 6.8289, 2.0559
Si, 9.5809, 6.8341, 2.0518
Si, 1.3832, 9.5492, 2.0525
Si, 6.8292, 9.5893, 2.0524
Si, -0.0013, -0.0324, 3.3922
Si, 5.4913, 0.0101, 3.4709
Si, 2.7766, 2.7763, 3.3701
Si, 8.1961, 2.6987, 3.4502
Si, 0.022, 5.4771, 3.4348
Si, 5.4861, 5.4634, 3.4093
Si, 2.7677, 8.206, 3.4479
Si, 8.2104, 8.2226, 3.3844
Si, 1.3971, 1.3853, 4.6369
Si, 6.8484, 1.3485, 4.911
Si, 4.1601, 4.0818, 4.8063
Si, 9.5797, 4.082, 4.7643
Si, 1.4163, 6.8299, 4.8225
Si, 6.8315, 6.8821, 4.7329
Si, 4.1376, 9.5748, 4.8484
Si, 9.5614, 9.5489, 4.7932
Si, 2.7487, 0.1068, 6.0651
Si, 8.209, -0.0653, 6.269
Si, 0.0323, 2.6685, 6.0417
Si, 5.4785, 2.7241, 6.2983
Si, 2.818, 5.4722, 6.1821
Si, 8.178, 5.4748, 6.0476
Si, 0.0153, 8.1843, 6.159
Si, 5.5337, 8.2179, 6.2324
Si, 3.8401, 1.5673, 7.6078
Si, 9.8409, 1.1392, 7.4532
Si, 1.6333, 3.7927, 7.3138
Si, 6.6541, 4.4135, 7.4877
Si, 4.4102, 6.6302, 7.5461
Si, 9.3718, 6.943, 7.4112
Si, 1.1422, 9.9163, 7.2995
Si, 7.1647, 9.2229, 7.6728
O, 8.3167, 8.0831, 7.9191
O, 2.719, 2.7297, 7.961
O, 9.5622, 1.4223, 24.278
O, 3.9956, 6.8248, 24.1513
O, 0.03, 0.0251, 7.9605
O, 5.5304, 5.5094, 8.0397
O, 6.7476, 9.6542, 24.2943
O, 3.8663, 7.3904, 8.9317
O, 0.8145, 4.3668, 8.6056
O, 9.8191, 6.1702, 8.808
O, 2.1064, 9.3855, 8.516
O, 7.5069, 3.924, 8.8157
O, 4.2714, 0.9179, 9.0771
O, 6.7407, 9.5494, 9.2309
O, 9.2137, 1.8587, 8.7995
O, 7.6949, 3.152, 23.5006
O, 9.8754, 6.4539, 24.106
O, 5.0817, 0.4799, 23.424
O, 5.8705, 5.1268, 23.343
O, 2.9761, 2.1415, 23.216
O, 2.2667, 8.6979, 23.2462
O, 8.3284, 8.1118, 23.0884
O, 0.2583, 10.4223, 23.5423
Si, 4.3625, 1.5795, 22.4636
Si, 3.502, 7.9204, 14.0367
Si, 7.1351, 0.9546, 14.6833
Si, 0.9302, 9.3521, 22.5371
Si, 1.187, 4.2991, 11.8871
Si, 6.2741, 8.9544, 15.3277
Si, 0.6869, 1.3572, 12.3044
Si, 8.6631, 4.9165, 20.5842
Si, 0.3324, 5.7052, 9.3657
Si, 5.1156, 3.1099, 17.9473
Si, 0.8863, 3.7302, 16.7608
Si, 10.4115, 2.8001, 19.2478
Si, 5.2868, 1.1725, 10.3526
Si, 0.9014, 0.1423, 19.8423
Si, 6.6536, 9.4498, 10.8679
Si, 9.3467, 9.6692, 18.3203
Si, 9.4011, 9.228, 12.5746
Si, 6.5516, 3.8572, 22.5837
Si, 2.4452, 8.0658, 9.3829
Si, 10.6313, 7.3681, 17.0926
Si, 2.5395, 6.2828, 16.5935
Si, 10.1838, 4.478, 14.1959
Si, 6.1458, 9.1712, 18.5236
Si, 7.9719, 2.5666, 9.5825
Si, 8.8871, 2.1317, 12.4572
Si, 5.3721, 6.2326, 18.0906
Si, 3.9314, 0.5456, 19.4598
Si, 4.2871, 3.8294, 12.055
Si, 5.5533, 6.5914, 12.1411
Si, 8.0319, 2.481, 17.2575
Si, 4.375, 2.475, 14.9736
Si, 1.5529, 1.2067, 15.2644
Si, 1.5794, 9.3992, 12.0501
Si, 8.0571, 6.8349, 13.8784
Si, 10.3979, 9.8251, 15.4881
Si, 9.6095, 7.1931, 22.6566
Si, 8.1789, 5.4969, 17.4913
O, 6.0553, 7.9484, 11.2947
O, 6.0149, 9.1749, 16.9074
O, 7.6931, 1.3488, 13.209
O, 0.9068, 1.7409, 13.8741
O, 9.4862, 6.24, 16.8952
O, 6.7705, 6.1889, 13.1396
O, 5.1647, 4.6435, 18.6242
O, 9.2374, 2.0917, 18.3098
O, 2.3804, 0.0755, 19.07
O, 9.4153, 10.2165, 16.7589
O, 2.7961, 4.4233, 11.7233
O, 5.0801, 10.3171, 19.1068
O, 9.432, 3.2315, 13.4973
O, 0.4845, 1.7346, 19.9774
O, 3.1672, 1.3585, 15.072
O, 8.2894, 5.4815, 19.1123
O, 3.9368, 6.571, 17.3863
O, 4.5931, 3.2831, 16.3917
O, 9.0646, 5.649, 14.3325
O, 5.3825, 2.8104, 22.1581
O, 10.6839, 4.1231, 15.6893
O, 0.3285, 3.8363, 18.2945
O, 10.433, 10.5116, 19.2066
O, 9.6595, 10.0094, 14.031
O, 10.8625, 8.1139, 22.1743
O, 1.2083, 2.1499, 16.5424
O, 9.732, 3.6876, 20.4416
O, 8.1889, 4.029, 16.8021
O, -0.0324, 9.0859, 11.9078
O, 6.5902, 2.3852, 18.0184
O, 5.5912, 10.7077, 11.2012
O, 7.7595, 9.5778, 18.841
O, 10.0382, 1.0129, 12.0689
O, 1.3221, 6.9483, 9.0722
O, 0.6289, 4.7586, 13.3566
O, 5.7091, 7.6164, 19.009
O, 5.2436, 5.0766, 11.5223
O, 2.7368, 6.972, 15.1294
O, 0.9194, 2.7335, 11.4734
O, 0.8737, 10.6795, 15.555
O, 2.4181, 8.5749, 10.9215
O, 4.7056, 2.4206, 11.2795
O, 4.2696, 3.502, 13.6864
O, 2.1996, 4.678, 16.5175
O, 10.7362, 8.2423, 15.7087
O, 6.9511, 10.2863, 14.7051
O, 2.3474, 8.9372, 13.4346
O, 8.0516, 1.5408, 15.917
O, 4.1399, 6.9849, 12.8643
O, 4.1788, 2.0021, 18.7202
O, 7.2705, 4.3875, 21.2319
O, 8.4133, 2.9114, 11.1107
O, 1.2252, 6.882, 17.3858
O, 5.6673, 1.5648, 14.7754
O, 8.1388, 9.739, 11.5978
O, 9.3031, 6.118, 21.477
O, 8.9713, 7.6984, 12.8712
O, 1.6594, 0.1065, 11.8914
O, 6.7114, 6.147, 17.1333
O, 7.3969, 7.7844, 15.0492
O, 1.2239, 10.2141, 21.1903
O, 10.0501, 8.1954, 18.3652
O, 3.9605, 0.8416, 21.0705
O, 0.346, 5.3233, 10.9344
O, 6.7028, 1.5623, 9.6428
O, 4.7885, 8.7084, 14.6797

Results
free energy: -135405.175 eV
free energy less fixed offsets of O -568.88, P -755.39, Si -635.61 eV per atom: 0.835 eV

Forces (eV/angstrom), in the order of the atoms: element, x, y, z
Si, 0.0052, -0.0431, -0.0346
Si, -0.0441, 0.0538, -0.3312
P, 0.1311, -0.2654, -0.4202
Si, -0.0372, -0.009, -0.0468
P, -0.1196, 0.1761, -0.0192
Si, 0.07, 0.0073, -0.0054
Si, -0.0208, 0.0578, -0.0306
Si, 0.0857, -0.0869, -0.0064
Si, 0.0318, 0.0247, -0.0993
Si, -0.0184, 0.0167, -0.0596
Si, -0.0538, 0.019, -0.0531
Si, -0.0326, -0.0255, -0.0493
Si, 0.0462, -0.0128, -0.0538
Si, -0.0006, 0, -0.0313
Si, -0.0026, -0.0089, -0.0436
Si, 0.0101, -0.0179, -0.0365
Si, 0.0884, 0.0148, -0.0067
Si, 0.004, -0.0047, -0.0029
Si, -0.0018, 0.0107, 0.0511
Si, -0.0206, -0.0796, -0.0236
Si, -0.0261, -0.0036, 0.0415
Si, 0.0102, 0.0866, -0.0162
Si, -0.0905, -0.0206, -0.0318
Si, 0.0072, -0.0169, 0.0113
Si, -0.0097, 0.0086, -0.0283
Si, 0.0141, 0.0022, 0.0515
Si, 0.0112, 0.0215, 0.0499
Si, -0.0084, 0.0033, -0.0354
Si, 0.0174, -0.0023, 0.0272
Si, -0.0045, 0.0021, -0.0122
Si, 0.016, -0.0053, -0.0306
Si, -0.0145, -0.0019, 0.0332
Si, -0.0387, 0.0108, -0.0052
Si, 0.0169, -0.0195, -0.0147
Si, 0.0054, -0.0057, 0.0238
Si, 0.0121, -0.0193, -0.0082
Si, 0.0073, -0.0068, 0.003
Si, -0.0142, 0.0284, 0.0013
Si, 0.0143, -0.0119, -0.001
Si, -0.0186, 0.0143, -0.01
Si, 0.07, -0.022, 0.0035
Si, 0.0399, 0.0934, -0.0769
Si, 0.0411, -0.0575, -0.0241
Si, -0.0298, 0.0698, -0.062
Si, -0.0635, 0.0452, -0.096
Si, -0.0269, -0.029, 0.013
Si, -0.1524, -0.085, -0.081
Si, -0.0185, 0.0057, -0.0054
Si, 0.0214, -0.06, 0.1127
Si, -0.0463, 0.0369, -0.0586
Si, -0.0452, -0.014, 0.0716
Si, 0.1167, -0.0237, 0.0199
Si, -0.0295, 0.1328, -0.1102
Si, 0.0491, -0.1219, 0.0955
Si, 0.1194, -0.081, -0.0171
Si, -0.0029, 0.0353, 0.0791
Si, -0.0073, 0.0159, 0.0077
Si, -0.0031, -0.0083, -0.0034
Si, 0.0223, -0.0001, 0.0041
Si, -0.0081, 0.0105, 0.0027
Si, -0.0032, -0.009, -0.0036
Si, -0.0025, 0.0077, 0.0055
Si, -0.0177, 0.0031, 0.0042
Si, 0.0157, 0.0007, -0.0034
Si, -0.0151, -0.0258, -0.0134
Si, 0.0134, 0.0022, 0.0316
Si, 0.018, 0.0301, -0.0317
Si, -0.0221, -0.0264, 0.0159
Si, 0.0118, 0.0052, -0.0003
Si, -0.0117, -0.0107, 0.0031
Si, 0.015, 0.0009, 0.0179
Si, -0.0039, 0.0176, -0.0177
Si, -0.0028, -0.0025, 0.0017
Si, 0.0007, -0.0013, -0.0187
Si, 0.0005, 0.0006, -0.0108
Si, 0.0014, 0.0009, -0.0009
Si, -0.0017, -0.0053, -0.0094
Si, 0.0008, -0.0001, 0.0057
Si, 0.0004, -0.0043, -0.0096
Si, -0.0041, 0.0014, -0.0071
Si, 0.0103, -0.0154, 0.0128
Si, -0.002, 0.0101, -0.0075
Si, -0.0069, 0.0102, 0.0164
Si, 0.0038, -0.0078, -0.0079
Si, 0.0011, 0.0029, 0
Si, 0.0002, 0.0014, 0.0065
Si, 0.0024, -0.0026, -0.0032
Si, -0.0045, 0.005, 0.0077
Si, -0.004, 0.0009, 0.0191
Si, 0.0022, 0.0001, 0.0071
Si, -0.0044, 0, 0.0139
Si, 0.0018, 0.0024, 0.0166
Si, -0.0007, 0.0071, 0.0075
Si, -0.0049, 0.0018, 0.0081
Si, 0.0018, 0.0044, 0.0181
Si, -0.0059, -0.004, 0.0121
O, 0.0045, -0.0025, -0.0036
O, 0.002, 0.0047, -0.0163
O, -0.0203, -0.0172, 0.0402
O, 0.0155, -0.0033, 0.0071
O, -0.001, 0.0002, -0.0113
O, 0, -0.0046, -0.0116
O, -0.1757, 0.1658, 0.0944
O, 0.0047, -0.0036, -0.0164
O, 0.0024, -0.0044, -0.02
O, -0.0056, 0.0044, -0.0199
O, -0.0001, 0.0001, -0.019
O, -0.0037, 0.0028, -0.0182
O, -0.0071, 0.0003, -0.0283
O, -0.0002, 0.0029, -0.0317
O, 0.0063, -0.0058, -0.0208
O, 0.0027, -0.0127, 0.0766
O, 0.2424, -0.1986, 0.0179
O, -0.1544, 0.1739, 0.0889
O, -0.0043, 0.0069, 0.0187
O, 0.3363, 0.1501, 0.407
O, 0.0071, -0.0109, 0.0468
O, 0.0488, -0.0385, -0.0278
O, -0.0062, 0.0074, 0.0517
Si, -0.3126, -0.1018, 0.2681
Si, 0.0002, -0.0026, 0.0287
Si, 0.0026, 0.0017, 0.029
Si, 0.0118, 0.015, -0.0935
Si, 0.0012, -0.0052, 0.0277
Si, -0.0011, 0.005, 0.026
Si, -0.0001, 0.0018, 0.0261
Si, 0.0378, 0.0267, -0.0152
Si, 0.0045, 0.0011, 0.0361
Si, 0.0002, -0.005, 0.028
Si, -0.0048, -0.0036, 0.0425
Si, 0.0148, 0.0053, 0.0423
Si, 0.0052, 0.004, 0.0348
Si, 0.0028, 0.0396, 0.0037
Si, 0.0038, -0.0054, 0.0336
Si, 0.0084, -0.004, 0.0259
Si, 0.0048, 0.0001, 0.0288
Si, 0.0006, 0.0052, -0.0932
Si, -0.0016, 0.0036, 0.0362
Si, -0.0019, -0.0016, 0.0289
Si, -0.0044, -0.006, 0.0277
Si, 0.0025, -0.0003, 0.0343
Si, 0, 0.0104, 0.0263
Si, -0.0036, 0.0016, 0.0405
Si, 0.0002, -0.0022, 0.0295
Si, 0.0024, -0.0042, 0.0167
Si, -0.0008, 0.0058, -0.0049
Si, -0.0029, 0.0035, 0.0277
Si, -0.0016, -0.0027, 0.0229
Si, 0.0089, 0.0064, 0.0304
Si, 0.0003, -0.0057, 0.0297
Si, 0.0001, 0.0014, 0.0331
Si, -0.0033, 0.0041, 0.0261
Si, 0.0025, 0.0006, 0.0219
Si, 0.0015, -0.0017, 0.0311
Si, -0.062, -0.1556, -0.0221
Si, 0.0087, 0.0004, 0.0369
O, 0.004, 0.0109, -0.0124
O, 0.0006, -0.0021, -0.0226
O, 0.0056, 0.0046, -0.017
O, -0.0051, 0.0009, -0.0232
O, -0.0065, -0.0038, -0.0097
O, -0.0057, -0.0004, -0.0103
O, 0.0015, 0.0048, -0.0107
O, -0.0083, -0.0019, -0.0179
O, 0.0025, 0.0001, -0.0036
O, 0.0031, 0.0017, -0.0177
O, -0.0003, 0.0015, -0.0081
O, 0.0037, -0.0085, -0.0162
O, -0.0033, -0.005, -0.0134
O, -0.0022, -0.0177, -0.0159
O, 0.003, 0.0021, -0.0105
O, 0.0019, -0.0155, 0.0304
O, -0.0027, 0.0026, -0.0094
O, -0.0027, -0.0005, -0.0218
O, -0.0025, 0.0031, -0.008
O, -0.0325, -0.061, 0.0389
O, -0.0082, 0.0037, -0.026
O, 0.0058, 0.002, -0.0234
O, -0.0093, -0.0054, -0.0098
O, -0.0046, -0.0028, -0.0216
O, -0.0595, -0.0262, 0.022
O, 0.0028, -0.0047, -0.0196
O, -0.0251, 0.0236, 0.0095
O, -0.0035, -0.0005, -0.0083
O, 0.0039, -0.0011, -0.0078
O, -0.0003, 0.0026, -0.0112
O, -0.0005, 0.0033, -0.0119
O, -0.0013, 0.0003, -0.0057
O, -0.0012, -0.001, -0.009
O, 0.0003, -0.0003, -0.0113
O, 0.007, -0.0002, -0.0179
O, -0.0004, -0.0043, -0.0075
O, 0.0002, -0.0033, -0.0087
O, 0.0042, 0.0083, -0.0187
O, 0.0011, 0.004, -0.0087
O, -0.0008, 0.0015, -0.0112
O, 0.0041, -0.0077, -0.024
O, 0.0042, -0.0099, -0.0165
O, 0.0005, 0.0078, -0.0222
O, 0.0031, 0.0051, -0.0113
O, -0.0004, 0.0055, -0.0131
O, 0.0009, -0.0005, -0.0084
O, -0.0057, 0.0032, -0.015
O, -0.0043, -0.0058, -0.0192
O, 0.0058, -0.0038, -0.0129
O, 0.0036, 0.0069, -0.018
O, 0.0037, 0.0126, 0.0474
O, -0.0061, 0.0022, -0.0259
O, 0.0043, 0.0019, -0.0131
O, -0.0043, 0.0015, -0.0088
O, -0.0107, 0.001, -0.0146
O, 0.0038, 0.1247, 0.1291
O, 0.0019, 0.0038, -0.0103
O, 0.0021, -0.0019, -0.0073
O, -0.0013, 0.0032, -0.0092
O, 0.0034, -0.0043, -0.0116
O, -0.0002, -0.0318, 0.0619
O, -0.0004, 0.0037, -0.0188
O, 0.0475, 0.0745, 0.1878
O, -0.0038, 0.007, -0.0237
O, 0.0022, 0.0007, -0.0129
O, -0.0036, -0.0021, -0.0105

The program warned: the cutoff lies below the one the program advises for these potential files; the forces do not sum to zero within the program's tolerance; the exchange-correlation potential is rough where the density is thin.
